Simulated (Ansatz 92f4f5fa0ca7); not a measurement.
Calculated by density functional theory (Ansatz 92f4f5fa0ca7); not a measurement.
Periodic cell of 221 atoms, Si132O88H1, from a study of silicon, its oxide and their interface. The atomic structure is a simulated model.
Doubt: the cutoff is far below the 930 eV that the study's wrapper takes by default for these files, so forces and energies are approximate.
This geometry differs little from another in the collection (a relaxation step or a small displacement).

Settings
functional: PBE
potential files: Ansatz PAW
basis: plane waves
wave-function cutoff: 580 eV
density cutoff ratio: 5
exchange-correlation grid ratio: 1
k mesh: 1 x 1 x 1, Gamma-centred
self-consistency stop: 5e-08 eV per atom in the density residual
occupations: fixed
spin: none
net charge: +1 e, with a uniform compensating background and no finite-size correction

Cell vectors (angstrom)
a, 10.938, 0, 0
b, 0, 10.938, 0
c, 0, 0, 32.2024

Atoms: element, x, y, z (angstrom)
Si, 0.1878, -0.1354, 24.5386
Si, 5.5888, -0.3091, 24.8028
Si, 2.5165, 3.0486, 24.5282
Si, 8.0777, 2.971, 25.0983
Si, 0.041, 5.1263, 24.7117
Si, 5.8184, 5.149, 24.6945
Si, 2.4419, 8.5126, 24.6442
Si, 7.9911, 8.5933, 24.8367
Si, 1.4, 1.4102, 25.8933
Si, 6.7485, 1.3315, 26.0836
Si, 4.0667, 4.1619, 25.9618
Si, 9.6166, 4.132, 26.3504
Si, 1.268, 6.8472, 25.8838
Si, 6.856, 6.8564, 25.9963
Si, 4.0253, 9.5078, 26.1215
Si, 9.5885, 9.73, 26.0766
Si, 2.7147, 0.0484, 27.3937
Si, 8.1809, 0.0592, 27.4579
Si, 0.0675, 2.656, 27.4573
Si, 5.3948, 2.7569, 27.3986
Si, 2.6969, 5.536, 27.3445
Si, 8.1791, 5.553, 27.4843
Si, -0.0314, 8.2164, 27.37
Si, 5.4561, 8.1573, 27.4224
Si, 4.1018, 1.3673, 28.7841
Si, 9.5708, 1.3673, 28.7841
Si, 1.3673, 4.1018, 28.7841
Si, 6.8362, 4.1018, 28.7841
Si, 4.1018, 6.8362, 28.7841
Si, 9.5708, 6.8362, 28.7841
Si, 1.3673, 9.5708, 28.7841
Si, 6.8362, 9.5708, 28.7841
Si, 0, 0, 30.1514
Si, 5.469, 0, 30.1514
Si, 2.7345, 2.7345, 30.1514
Si, 8.2035, 2.7345, 30.1514
Si, 0, 5.469, 30.1514
Si, 5.469, 5.469, 30.1514
Si, 2.7345, 8.2035, 30.1514
Si, 8.2035, 8.2035, 30.1514
Si, 1.3673, 1.3673, 31.5186
Si, 6.8362, 1.3673, 31.5186
Si, 4.1018, 4.1018, 31.5186
Si, 9.5708, 4.1018, 31.5186
Si, 1.3673, 6.8362, 31.5186
Si, 6.8362, 6.8362, 31.5186
Si, 4.1018, 9.5708, 31.5186
Si, 9.5708, 9.5708, 31.5186
Si, 2.7345, 0, 0.6835
Si, 8.2035, 0, 0.6835
Si, 0, 2.7345, 0.6835
Si, 5.469, 2.7345, 0.6835
Si, 2.7345, 5.469, 0.6835
Si, 8.2035, 5.469, 0.6835
Si, 0, 8.2035, 0.6835
Si, 5.469, 8.2035, 0.6835
Si, 4.1018, 1.3673, 2.0507
Si, 9.5708, 1.3673, 2.0507
Si, 1.3673, 4.1018, 2.0507
Si, 6.8362, 4.1018, 2.0507
Si, 4.1018, 6.8362, 2.0507
Si, 9.5708, 6.8362, 2.0507
Si, 1.3673, 9.5708, 2.0507
Si, 6.8362, 9.5708, 2.0507
Si, 0, 0, 3.418
Si, 5.469, 0, 3.418
Si, 2.7345, 2.7345, 3.418
Si, 8.2035, 2.7345, 3.418
Si, 0, 5.469, 3.418
Si, 5.469, 5.469, 3.418
Si, 2.7345, 8.2035, 3.418
Si, 8.2035, 8.2035, 3.418
Si, 1.3625, 1.389, 4.6663
Si, 6.8622, 1.3417, 4.8224
Si, 4.129, 4.0775, 4.8638
Si, 9.5791, 4.091, 4.7975
Si, 1.3911, 6.8385, 4.8292
Si, 6.8852, 6.747, 4.7571
Si, 4.1248, 9.5183, 4.7515
Si, 9.5625, 9.5662, 4.8004
Si, 2.6592, -0.0551, 5.9392
Si, 8.2041, -0.0103, 6.2405
Si, 0.0386, 2.7021, 6.0859
Si, 5.459, 2.577, 6.2614
Si, 2.7439, 5.5113, 6.2939
Si, 8.1822, 5.3698, 6.2153
Si, -0.0388, 8.1482, 6.1716
Si, 5.496, 8.1061, 6.0915
Si, 3.7019, 1.3694, 7.4295
Si, 9.9131, 1.1241, 7.4449
Si, 1.6362, 3.7881, 7.4485
Si, 6.6485, 4.1263, 7.5722
Si, 4.5254, 6.5157, 7.5763
Si, 9.2856, 7.0323, 7.473
Si, 1.1538, 9.787, 7.311
Si, 7.0135, 9.2451, 7.4078
O, 1.2535, 4.0999, 24.12
O, 6.7825, 9.5949, 24.2727
O, 2.9483, 2.8144, 7.5457
O, 8.1711, 8.1847, 7.9028
O, 5.5577, 5.3214, 8.049
O, 0.0797, -0.027, 7.9204
O, 5.3543, 5.5251, 23.159
O, 10.5196, 0.4963, 23.0985
O, 2.193, 9.3776, 8.5562
O, 1.24, 3.9059, 9.0424
O, 9.498, 1.9811, 8.7706
O, 7.6142, 9.9555, 12.0601
O, 3.5079, 0.7666, 8.9937
O, 4.3619, 7.3427, 9.3734
O, 7.2831, 3.3862, 8.9081
O, 9.8559, 6.5009, 8.9278
O, 3.3448, 2.456, 23.1866
O, 4.6629, 0.1774, 23.5326
O, 9.1988, 2.487, 24.0133
O, 9.823, 5.5805, 23.5812
O, 19.8893, 8.1286, 23.5798
O, 3.2851, 7.9707, 23.3334
O, 6.9848, 4.0074, 24.425
O, 1.3139, 9.6392, 24.136
Si, 3.8415, 6.422, 10.7971
Si, 9.1139, 4.2715, 14.6434
Si, 7.4365, 8.3358, 11.9622
Si, 4.2117, 1.2746, 22.4121
Si, 17.1315, 3.8409, 14.2856
Si, 2.744, -0.4502, 20.1779
Si, 7.1793, 4.1588, 19.5011
Si, 14.0134, 6.643, 16.4915
Si, 1.9495, 4.1959, 10.485
Si, 5.7006, 16.2074, 16.7916
Si, 3.7768, 9.7546, 17.3078
Si, 10.2646, 4.4498, 11.7155
Si, 10.9149, 6.522, 16.0873
Si, 7.9782, 1.6153, 14.5454
Si, 2.7956, 10.3945, 9.6984
Si, 9.1233, 6.7839, 22.6805
Si, 11.1887, -1.1383, 11.2309
Si, 3.5848, -3.2566, 13.771
Si, 5.2282, 8.7694, 9.9186
Si, 9.57, 1.7663, 22.6195
Si, 11.9311, -0.423, 16.6357
Si, 8.439, 2.6408, 9.8161
Si, -0.4283, 8.2394, 18.432
Si, 11.753, -2.021, 14.1904
Si, 4.7413, 3.8576, 11.6188
Si, 6.0217, 6.0835, 21.7716
Si, 6.4751, 7.7346, 14.7616
Si, 11.5401, 6.5188, 20.722
Si, 11.0994, 1.0841, 18.8842
Si, 14.2251, 7.6907, 21.7171
Si, 6.9649, 1.3672, 20.8244
Si, 9.9721, 7.1957, 10.4059
Si, -0.6431, 3.6873, 20.2261
Si, 8.4524, -0.6107, 19.1634
Si, 6.8438, 10.2227, 16.4145
Si, 8.5632, 0.331, 11.8176
O, 13.3725, 8.8114, 13.9677
O, 7.7344, -0.7486, 17.7393
O, 6.0274, 8.119, 11.1458
O, 1.6179, 10.6114, 10.8087
O, 5.0141, -5.6203, 10.9028
O, 9.9982, 7.2014, 17.2672
O, 6.2565, 4.9522, 20.6089
O, 6.6364, 13.2607, 13.9389
O, 3.569, 7.2085, 12.1875
O, 2.4284, 5.7744, 10.3311
O, 7.5771, 4.764, 14.2625
O, 11.4248, -1.5978, 17.65
O, 9.8966, 4.165, 13.2413
O, 0.6143, 7.4526, 19.3935
O, 6.9579, 2.5296, 19.6489
O, 12.4318, 6.2098, 16.6997
O, 17.2244, 6.5352, 15.8733
O, 13.0251, 6.5993, 21.4159
O, 3.2852, 0.6452, 21.2451
O, 0.812, 3.8138, 11.5588
O, 7.2183, -0.1333, 20.1587
O, 8.1624, 1.388, 21.9238
O, -1.6711, 8.8903, 19.3012
O, 2.7835, 9.044, 20.9444
O, 12.235, 0.2032, 19.7068
O, 6.1006, 9.5356, 8.7976
O, 8.5525, 7.7207, 10.9786
O, 8.8093, 0.9661, 13.2971
O, 7.3943, 11.5136, 15.6176
O, 5.7585, 2.6895, 11.1809
O, 2.6168, -0.3486, 16.525
O, 3.2538, 14.3303, 11.0789
O, -6.7729, 5.6662, 17.2515
O, 11.1243, 7.5383, 14.807
O, 4.0379, 9.6877, 10.4938
O, 3.4391, 8.1567, 17.0438
O, 10.0184, 5.2281, 15.6133
O, 10.2891, 2.8439, 21.6356
O, 5.0226, 15.1426, 13.1956
O, 4.8272, 7.169, 21.2979
O, 11.0296, 2.6875, 19.1599
O, 8.9344, 2.7541, 15.2638
O, 3.7057, -0.7179, 18.8745
O, 5.594, 1.6931, 21.6497
O, 5.242, 10.1906, 16.7346
O, 7.9145, 1.3948, 10.7515
O, 9.606, 0.5368, 19.2719
O, 17.6121, 4.7993, 18.0463
O, 7.5922, 6.535, 22.1015
O, -5.8954, -2.6588, 14.1655
O, 7.3684, -3.4186, 13.3775
O, 11.3778, -0.7439, 15.1366
O, 10.2579, 7.0977, 21.5634
O, 9.1629, 3.7866, 10.7153
O, 8.8162, -6.646, 19.7545
O, 0.4248, 11.9014, 17.2651
O, 16.5086, 3.9873, 15.7825
O, 11.1188, -1.7288, 12.7375
O, 11.2905, 4.953, 20.3873
O, 0.0468, 8.4776, 10.2752
O, 10.4631, 6.0441, 11.4315
O, 9.9691, -0.0823, 11.1078
O, 14.2333, 6.4892, 14.8514
O, 7.2392, 8.9255, 15.5294
H, 5.3828, 2.0001, 10.5257

Results
free energy: -133979.583 eV
free energy less fixed offsets of H -15.97, O -568.88, Si -635.61 eV per atom: -1.653 eV

Forces (eV/angstrom), in the order of the atoms: element, x, y, z
Si, -0.0051, 0.019, 0.0058
Si, -0.0042, -0.0067, 0.0135
Si, -0.0116, -0.0201, -0.0324
Si, 0.0114, 0.0092, 0.0159
Si, -0.0015, 0.0105, 0.0057
Si, 0.0157, -0.0173, -0.0286
Si, 0.0026, -0.0041, -0.0222
Si, -0.01, 0.0163, 0.0077
Si, -0.0031, -0.0122, -0.0049
Si, 0.0039, -0.0068, 0.0027
Si, 0.0203, -0.0087, 0.0094
Si, -0.0152, -0.0052, 0.0076
Si, -0.0003, -0.0104, 0.0005
Si, 0.0042, 0.0067, 0.0133
Si, 0.0332, -0.0156, 0.0115
Si, -0.0085, 0.0175, -0.0059
Si, -0.0064, 0.0048, -0.0038
Si, -0.01, -0.0104, -0.0106
Si, -0.0023, 0.0115, -0.0031
Si, 0.0072, 0.0116, -0.0104
Si, -0.0168, 0.0156, 0.0102
Si, 0.0003, -0.008, -0.0164
Si, 0.0064, -0.0093, 0.0046
Si, -0.0097, 0.0173, -0.0208
Si, -0.2342, 0.1255, 0.0856
Si, 0.1098, 0.0309, 0.4617
Si, 0.3527, 0.057, -0.1899
Si, -0.2709, 0.0369, -0.1312
Si, -0.2059, -0.2004, 0.0451
Si, 0.095, 0.5837, 0.3612
Si, -0.0949, 0.0601, -0.3588
Si, -0.0214, -0.1722, -0.0797
Si, -0.1293, -0.1165, 0.0295
Si, -0.0035, -0.0141, -0.056
Si, 0.1196, 0.0779, 0.0303
Si, 0.1178, 0.0325, -0.0318
Si, -0.015, -0.0069, -0.0627
Si, -0.0902, -0.1338, 0.0212
Si, 0.0422, 0.0274, -0.051
Si, 0.1217, 0.038, 0.0513
Si, -0.0197, 0.0479, -0.0507
Si, -0.018, -0.0229, -0.0326
Si, -0.0135, -0.0422, 0.019
Si, -0.0482, 0.0366, -0.0023
Si, 0.012, 0.0072, -0.0343
Si, 0.0008, 0.0399, -0.0428
Si, -0.0154, 0.0053, -0.0053
Si, -0.0338, 0.0297, 0.0186
Si, -0.0166, 0.0072, 0.0264
Si, 0.0524, 0.0185, 0.0097
Si, -0.0113, -0.0409, 0.0251
Si, 0.0552, -0.023, 0.0042
Si, 0.002, -0.0077, 0.001
Si, 0.0165, -0.0357, 0.0338
Si, -0.0145, -0.0246, -0.0015
Si, 0.0271, -0.0175, 0.028
Si, 0.0325, 0.0937, 0.0324
Si, -0.0729, -0.0456, -0.0121
Si, 0.0771, 0.0403, -0.0103
Si, -0.0764, -0.0636, 0.0152
Si, -0.1035, -0.0387, 0.0193
Si, 0.0309, 0.0831, 0.0276
Si, -0.059, -0.0285, 0.0159
Si, -0.0398, 0.0079, -0.003
Si, -0.3396, -0.1605, -0.3463
Si, 0.2891, -0.0823, 0.1151
Si, 0.3553, 0.5485, -0.2752
Si, 0.0196, -0.053, 0.1518
Si, 0.158, -0.0129, 0.2693
Si, -0.1231, -0.4293, 0.0085
Si, -0.0692, -0.2162, -0.1196
Si, 0.0579, -0.0213, 0.0041
Si, -0.0071, 0.005, 0.085
Si, -0.0018, 0.0135, 0.0146
Si, 0.0066, -0.0279, 0.0373
Si, 0.0055, -0.0037, -0.0207
Si, 0.0152, -0.0073, 0.004
Si, 0.0159, 0.0265, 0.0082
Si, 0.0353, 0.0003, 0.0029
Si, 0.001, 0.0159, 0.0469
Si, -0.0796, -0.053, -0.1187
Si, 0.0379, 0.0351, -0.0299
Si, 0.0258, -0.0093, 0.021
Si, -0.0443, -0.045, -0.0667
Si, 0.0004, 0.0315, -0.0301
Si, -0.0276, -0.0349, 0.0146
Si, -0.061, -0.0754, -0.0782
Si, -0.0552, -0.0104, -0.0253
Si, 0.1511, 0.1818, 0.1821
Si, -0.0111, 0.0076, -0.0261
Si, -0.044, -0.0363, 0.0008
Si, 0.0554, 0.0304, 0.0355
Si, 0.0052, -0.055, 0.0029
Si, 0.0052, 0.0117, 0.0262
Si, 0.053, 0.1442, 0.0976
Si, 0.0149, -0.0182, 0.0446
O, 0.0009, 0.0014, 0.0022
O, 0.0044, -0.0123, -0.0207
O, -0.0338, -0.0805, -0.0464
O, -0.0119, -0.0085, -0.0039
O, 0.0362, 0.0395, -0.0523
O, 0.0239, -0.0152, -0.0057
O, -0.0035, 0.0011, 0.017
O, 0.0074, -0.0098, 0.0006
O, -0.0072, -0.0483, -0.0136
O, 0.0343, 0.008, -0.005
O, -0.0052, 0.0004, 0.0173
O, -0.0028, -0.0031, -0.0056
O, -0.0346, -0.0367, -0.0163
O, -0.0142, 0.0415, 0.0516
O, -0.0038, -0.02, 0.0277
O, -0.0044, 0.0065, -0.0116
O, -0.0117, 0.0166, 0.0151
O, -0.0001, 0.0026, -0.0009
O, 0.0006, -0.0009, -0.0109
O, 0.0092, -0.0097, 0.0011
O, -0.0051, 0.0001, 0.0041
O, -0.0047, 0.003, 0.0103
O, -0.0074, 0.0094, -0.0089
O, 0.0005, 0.0018, 0.0057
Si, -0.0017, 0.0002, 0.0151
Si, -0.0007, -0.0021, 0.0065
Si, 0.0121, -0.0068, 0.0159
Si, 0.008, -0.0079, -0.0042
Si, -0.0094, 0.0139, -0.0229
Si, -0.0025, 0.0012, 0.0009
Si, -0.0009, -0.0022, -0.0041
Si, 0.0003, -0.0022, 0.0026
Si, 0.038, -0.052, 0.0251
Si, -0.0025, -0.0022, -0.0081
Si, 0.0008, -0.0019, 0.0018
Si, -0.0011, -0.0117, 0.0192
Si, 0.0005, -0.0021, 0.0032
Si, -0.0009, 0.0036, 0.0016
Si, -0.0104, 0.0318, -0.0063
Si, 0.001, 0.0009, -0.0083
Si, -0.0019, 0.004, 0.0122
Si, 0.005, -0.0138, 0.0117
Si, -0.0071, -0.0213, 0.0064
Si, -0.0114, 0.004, 0.0056
Si, -0.0026, 0.0017, 0.0021
Si, -0.0112, -0.0046, -0.013
Si, 0, 0.0006, -0.0027
Si, -0.0048, -0.0012, 0.0107
Si, -0.0124, -0.05, -0.0077
Si, 0.0014, -0.0025, -0.0025
Si, 0.003, -0.0058, 0.0113
Si, -0.0016, 0.0006, -0.002
Si, -0.0022, -0.0007, -0.0025
Si, -0.0006, 0.0035, -0.0032
Si, -0.0006, -0.0008, 0.0012
Si, -0.0013, -0.0076, 0.011
Si, 0, -0.0018, -0.0004
Si, 0.0001, 0.0011, -0.0017
Si, 0.0035, 0.0026, 0.0029
Si, 0.0011, 0.0097, 0.0016
O, 0.0037, 0.0012, -0.0086
O, -0.0009, 0.0009, -0.0001
O, -0.001, 0.011, -0.003
O, 0.0083, -0.0038, -0.0024
O, -0.0071, -0.0063, -0.0259
O, 0.0002, 0.0016, 0.0005
O, -0.0019, 0.0035, -0.0009
O, 0.0015, -0.0051, -0.0025
O, -0.0054, 0.0148, -0.0045
O, 0.0016, 0.026, -0.0036
O, 0.009, -0.0028, -0.0004
O, 0, -0.0001, -0.0003
O, 0.01, 0.003, -0.0051
O, 0.0003, -0.0013, 0.0014
O, -0.0005, 0.0013, -0.0012
O, 0.0009, 0.0019, -0.0014
O, -0.0004, 0.0022, -0.0033
O, 0.0012, 0.0005, -0.0011
O, 0.0007, 0.0025, -0.0012
O, -0.0046, 0.0117, -0.0174
O, -0.0016, 0.002, -0.0021
O, 0.0052, 0.0024, -0.0021
O, -0.001, 0.0001, -0.0014
O, 0.0004, -0.0035, -0.0024
O, 0.0017, -0.0005, -0.0017
O, -0.0005, 0.0129, -0.0061
O, 0.0002, 0.0003, -0.0036
O, 0.0009, -0.0088, -0.0087
O, -0.0038, 0.0006, -0.0057
O, -0.8301, -1.5616, -1.4417
O, 0.0009, -0.0002, -0.0025
O, -0.0237, 0.0538, 0.0185
O, -0.0003, -0.0002, -0.0013
O, 0.0006, 0.0013, -0.0048
O, -0.0047, -0.0028, -0.0095
O, 0.0016, 0.0021, -0.0001
O, 0.0027, -0.0001, 0
O, -0.0004, 0.0011, -0.0039
O, -0.0056, 0.0266, 0.0175
O, -0.0001, -0.0012, -0.0022
O, -0.0018, 0.0033, 0.003
O, -0.0009, -0.0019, -0.0042
O, -0.0006, 0.001, -0.0012
O, -0.0036, 0.001, -0.0015
O, -0.0014, 0.001, -0.0035
O, 0.0026, -0.0021, 0.004
O, 0, 0.0022, -0.0018
O, 0.0015, -0.0026, 0.002
O, 0.0036, -0.0004, 0.0026
O, -0.0061, 0.0051, -0.0096
O, 0.0009, 0.0021, -0.0094
O, 0.0009, -0.0024, -0.0044
O, -0.0032, -0.0012, -0.0002
O, -0.0005, -0.0043, -0.0009
O, 0.0021, 0.0005, -0.0014
O, 0.0002, 0.0002, 0.0006
O, 0.002, -0.0024, -0.0022
O, 0.002, -0.0012, -0.0124
O, -0.0009, -0.0005, -0.0028
O, 0.0072, -0.0027, -0.0096
O, 0.0017, 0.0014, -0.0098
O, 0.0044, -0.0091, -0.0027
O, -0.0009, 0.0057, -0.006
O, -0.0014, 0.0011, -0.0029
H, 0.7877, 1.5054, 1.4118

The program warned: the cutoff lies below the one the program advises for these potential files; the forces do not sum to zero within the program's tolerance; the exchange-correlation potential is rough where the density is thin.
